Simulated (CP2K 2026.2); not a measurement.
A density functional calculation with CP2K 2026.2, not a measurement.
Periodic cell of 1182 atoms, Si850O332, from a study of silicon, its oxide and their interface. The atomic structure is a simulated model.
Doubt: the forces sum to 4.20 eV/angstrom along one axis rather than to zero, so they err by at least 0.0036 eV/angstrom per atom on average; the grid cutoff is modest.
This geometry differs little from another in the collection (a relaxation step or a small displacement).

Settings: functional PBE; method Gaussian and plane waves; basis set DZVP-MOLOPT-SR-GTH; pseudopotentials GTH-PBE; grid cutoff 350 Ry, relative cutoff 50 Ry; k points Gamma only; occupations fixed; spin none; net charge 0.

Cell vectors (angstrom)
a	16.4025	0	0
b	0	32.805	0
c	0	0	40.0995

Atoms and the computed forces on them: element, x, y, z (angstrom), force x, y, z (eV/angstrom)
Si	16.391	0.2114	0.2198	0.1952	-0.0776	0.0429
Si	2.9696	3.0236	40.0347	0.1066	-0.229	0.1917
Si	16.1612	5.1907	0.081	-0.1036	-0.0343	0.5239
Si	2.499	8.2822	0.451	0.0536	-0.0721	-0.1152
Si	0.3637	10.4769	39.908	0.0912	-0.2747	0.2956
Si	2.6812	13.4942	40.083	0.0071	-0.0358	-0.0942
Si	16.2502	16.6683	39.9391	0.1814	-0.1845	0.1637
Si	2.5856	19.2136	39.7184	0.0171	0.0178	0.4367
Si	0.4995	21.6318	39.7981	-0.0313	-0.1429	0.3633
Si	3.4871	24.351	39.6069	-0.0622	0.3937	0.5105
Si	16.3205	26.801	39.5954	-0.4203	0.3479	0.4767
Si	2.9253	29.9934	40.0994	0.0987	-0.0144	-0.1848
Si	5.7465	32.7316	0.1713	0.0167	-0.0779	-0.0881
Si	8.6533	2.9128	40.06	-0.3037	0.1376	0.3327
Si	4.7473	6.1584	39.9994	0.3066	0.0315	-0.0848
Si	8.3205	8.3358	39.7415	-0.2138	-0.0356	0.3926
Si	4.9128	11.1503	0.4589	0.0674	-0.1863	-0.0994
Si	7.655	13.6034	0.0102	-0.0731	-0.2125	0.2947
Si	5.7633	16.0511	0.1541	-0.0449	0.0071	0.064
Si	8.3173	18.6903	0.146	0.1584	0.1198	0.0949
Si	5.5443	21.9143	39.86	-0.036	-0.0181	0.2002
Si	8.3649	24.4727	40.0281	0.0274	0.0133	-0.3307
Si	5.1532	27.7115	40.0028	0.3175	-0.1917	0.0044
Si	8.0036	30.4505	39.958	0.2083	-0.0126	0.0607
Si	11.2608	32.7196	0.4485	-0.2159	-0.0835	0.5284
Si	13.3705	3.0966	0.0939	-0.3965	-0.1241	0.3454
Si	11.2561	5.2657	0.4242	0.0037	0.1092	0.0313
Si	14.1489	7.5066	0.1504	-0.1409	0.3056	-0.013
Si	11.1495	10.8352	39.9799	-0.1164	0.2964	-0.0812
Si	13.7453	13.8282	39.972	-0.0138	-0.0994	0.2467
Si	10.3361	16.4187	0.1516	0.117	0.1071	0.0857
Si	13.7689	18.7046	39.7634	-0.2111	0.0612	0.0651
Si	10.6337	22.2893	0.0267	-0.0502	-0.1753	-0.1268
Si	13.4088	24.9533	0.142	-0.3502	-0.044	-0.1623
Si	11.1633	27.1699	0.0085	0.1423	0.012	0.0727
Si	13.5023	30.5083	0.2517	-0.0521	0.0263	0.2444
Si	1.6305	1.4635	1.3351	-0.0811	0.1192	-0.1881
Si	4.2146	4.3034	1.4286	-0.1159	0.1928	-0.2461
Si	1.2503	6.5972	1.4792	-0.0379	0.0645	-0.4824
Si	3.8978	9.5477	1.7733	-0.0673	0.2896	-0.1523
Si	1.1993	12.2176	1.2861	-0.0847	-0.0252	-0.2885
Si	3.9722	15.0269	1.3274	0.2061	0.0255	-0.3333
Si	1.3654	17.8619	1.1872	0.0569	-0.0371	-0.2179
Si	4.2145	20.3769	1.0442	-0.0571	-0.0215	-0.2161
Si	1.6214	23.3051	1.0071	0.2605	-0.3886	-0.0406
Si	4.1818	25.9626	1.1944	-0.0635	0.0406	-0.3653
Si	1.2928	28.5429	1.0087	0.2005	0.0474	-0.3528
Si	4.0782	31.5395	1.3908	-0.0105	-0.0142	-0.0905
Si	7.0034	1.5868	1.2863	0.0967	0.057	-0.3592
Si	9.6303	4.1636	1.6431	0.1808	0.0045	-0.1735
Si	6.7593	7.0252	1.0315	-0.0816	0.0101	-0.1889
Si	9.8487	9.3314	1.2276	-0.094	0.0576	-0.008
Si	6.6886	12.1794	1.5893	0.0117	0.0305	-0.2399
Si	9.2859	14.8117	1.4697	-0.0628	0.1111	-0.4158
Si	6.8875	17.5457	1.5821	0.0375	-0.0888	-0.2742
Si	9.5568	20.4678	1.2074	-0.0822	0.0778	-0.2406
Si	6.8716	23.2152	1.2477	-0.0051	-0.0171	-0.2019
Si	9.5793	25.9985	1.2956	0.0599	-0.1578	-0.1764
Si	6.925	28.6989	1.1392	-0.0959	0.0732	-0.2589
Si	9.5218	31.4624	1.4088	0.1706	0.1126	-0.5304
Si	12.3527	1.5725	1.6207	0.064	-0.0037	-0.6246
Si	14.9484	3.9959	1.6782	0.0529	0.0638	-0.6828
Si	12.5431	6.707	1.6848	0.074	-0.0779	-0.2975
Si	15.116	9.4222	1.2271	-0.008	-0.1334	-0.2605
Si	12.3155	12.3839	1.2196	0.1486	-0.0321	-0.1209
Si	15.0817	15.1024	1.2716	0.0305	0.1489	-0.1525
Si	12.2074	17.6593	1.1863	-0.1527	-0.1538	-0.2935
Si	15.0328	20.4912	0.891	0.1399	-0.0904	-0.0567
Si	12.2426	23.3299	1.3766	-0.0613	0.0513	-0.1521
Si	15.0024	26.1021	1.3687	0.0335	-0.0326	-0.1126
Si	12.3764	28.6716	1.3561	0.0258	0.2346	-0.3264
Si	15.2005	31.4979	1.5381	-0.1485	0.0888	-0.2293
Si	0.1184	2.6689	2.8006	-0.0533	-0.0692	0.0793
Si	2.8378	0.0918	2.8051	0.0408	0.0014	-0.1401
Si	16.3603	8.1134	2.8045	-0.0285	-0.0812	-0.0765
Si	2.7442	5.4363	2.85	-0.1204	-0.0529	0.1949
Si	16.3202	13.6535	2.65	0.0792	-0.0499	0.0435
Si	2.5409	11.0205	2.8904	0.0615	0.1656	0.2677
Si	16.3515	19.2108	2.5019	-0.1758	0.0252	0.082
Si	2.6721	16.4644	2.6276	-0.0649	0.0238	-0.0021
Si	0.0881	24.5994	2.4955	0.1375	-0.1913	-0.1704
Si	2.8558	21.8361	2.5033	0.0336	0.1568	-0.3084
Si	0.1362	29.9635	2.6564	-0.0231	0.011	-0.1611
Si	2.6855	27.2831	2.5209	0.085	-0.1513	0.0624
Si	5.6147	2.8878	2.7096	-0.0239	-0.0256	-0.0072
Si	8.2015	0.0947	2.7268	-0.0186	-0.0831	0.2439
Si	5.5133	8.2061	2.7592	0.0427	-0.1337	0.0627
Si	8.1113	5.622	2.6536	-0.1436	0.1401	-0.1409
Si	5.3397	13.6804	2.8235	-0.0887	-0.0709	0.1225
Si	8.3192	10.7899	2.6586	0.0243	-0.0441	-0.2135
Si	5.4516	19.0652	2.6193	-0.0948	0.1087	0.0311
Si	8.1871	16.2506	2.9453	-0.0815	-0.1695	0.2497
Si	5.5269	24.6113	2.5989	-0.0126	0.0233	0.1201
Si	8.2	21.8234	2.6234	0.1023	0.0226	0.0698
Si	5.516	30.0666	2.5939	0.1046	-0.0094	0.3113
Si	8.2168	27.3545	2.6207	-0.0815	0.1545	0.0209
Si	10.9294	2.7915	3.0014	0.0776	-0.0977	0.1318
Si	13.7519	0.0667	2.8427	0.008	0.0812	0.4097
Si	11.0784	8.1418	2.8143	-0.0376	0.0514	0.0447
Si	13.7396	5.3731	3.1028	0.0205	-0.0613	0.103
Si	10.9093	13.6121	2.674	0.061	0.0387	0.1069
Si	13.6986	10.9134	2.5734	0.0414	-0.036	-0.1894
Si	10.957	19.1317	2.5919	0.0551	-0.0226	-0.0169
Si	13.6291	16.3982	2.6149	0.0358	0.1311	0.1052
Si	10.9011	24.6578	2.7457	-0.0216	-0.0121	0.1395
Si	13.7239	21.8467	2.4603	0.0406	-0.0954	-0.0094
Si	10.943	30.0463	2.6963	0.0038	0.0921	0.2697
Si	13.7317	27.422	2.7972	-0.097	0.008	-0.013
Si	1.3932	4.0734	4.2182	0.0868	0.0184	-0.1398
Si	4.2271	1.4616	4.0975	0.0275	0.026	0.0334
Si	1.2833	9.5318	4.1911	-0.0416	0.0689	-0.0858
Si	4.1215	6.853	4.1523	0.1467	-0.1164	-0.1002
Si	1.3248	15.0462	3.9978	0.039	-0.0618	-0.0531
Si	4	12.3258	4.2152	-0.004	0.0861	-0.1681
Si	1.3799	20.5378	3.9002	-0.0135	-0.0154	-0.1193
Si	4.0567	17.7713	4.026	0.0264	0.0497	0.0184
Si	1.3903	25.9266	3.9695	-0.0552	0.1152	-0.063
Si	4.158	23.2174	3.9577	-0.062	-0.0737	-0.1071
Si	1.443	31.4211	4.0399	0.0326	0.0144	0.1002
Si	4.0975	28.6686	3.9553	0.1051	0.1066	-0.3009
Si	6.8867	4.2244	4.1411	-0.0264	-0.0452	-0.0093
Si	9.5584	1.3474	4.2264	0.0051	-0.0562	-0.1561
Si	6.8864	9.5639	4.1121	0.0868	-0.0924	-0.0361
Si	9.5589	6.8563	4.1062	0.0474	0.0363	-0.0767
Si	6.7419	14.9662	4.2334	-0.0532	0.1082	-0.0471
Si	9.5825	12.2289	4.0613	0.0912	-0.0346	0.0318
Si	6.8152	20.4665	3.9893	0.01	0.0314	-0.0085
Si	9.616	17.7663	4.0518	0.0454	-0.0448	0.0182
Si	6.8575	25.9816	3.9969	0.044	-0.0965	-0.0262
Si	9.5417	23.2113	4.0388	0.0628	0.0489	-0.0703
Si	6.8385	31.4581	4.0637	-0.1035	-0.0263	-0.2497
Si	9.5609	28.6864	4.0667	0.1178	0.1093	-0.1588
Si	12.3004	4.0751	4.3811	0.019	0.0525	-0.0743
Si	15.1396	1.3697	4.2427	0.0057	-0.1873	-0.3279
Si	12.384	9.6088	4.0968	-0.0809	-0.0217	-0.0487
Si	15.08	6.8308	4.3114	-0.0418	0.1066	-0.0776
Si	12.2789	15.0263	4.0195	0.0706	-0.0589	-0.0381
Si	15.003	12.2702	4.038	-0.0265	0.0418	-0.0085
Si	12.3568	20.5169	3.9279	-0.0459	-0.0624	-0.013
Si	15.0148	17.8123	3.9534	0.0383	-0.011	-0.1368
Si	12.324	26.0054	4.0843	-0.0504	-0.0403	-0.0231
Si	15.0965	23.212	3.8698	-0.0251	0.051	-0.0088
Si	12.3087	31.4446	4.1266	0.0087	-0.0091	-0.2634
Si	15.1263	28.7586	4.1165	-0.1281	-0.0575	0.0531
Si	16.3842	32.7763	16.4009	0.0153	0.0022	0.0021
Si	2.7139	2.7206	16.3989	0.0049	0.0193	-0.003
Si	16.3966	5.4808	16.4043	-0.0129	-0.0039	-0.007
Si	2.7317	8.2185	16.3883	0.0061	-0.0163	0.0002
Si	16.3957	10.9698	16.3937	-0.0133	0.0197	0.0056
Si	2.7232	13.6966	16.3858	0.0115	0.0216	0.0011
Si	0.0116	16.4289	16.355	0.0017	-0.0108	-0.0024
Si	2.744	19.1526	16.3499	-0.0146	-0.0015	-0.0019
Si	0.0254	21.8581	16.3678	0.0131	-0.0228	0.0036
Si	2.7378	24.5707	16.3756	0.0304	-0.0022	0.0052
Si	16.3952	27.3072	16.3907	-0.0128	0.0135	0.0017
Si	2.7207	30.0341	16.4052	0.01	-0.0007	-0.0035
Si	5.4549	32.782	16.4112	-0.0233	0.0208	-0.0027
Si	8.1832	2.7169	16.4187	-0.0073	0.0196	0.0047
Si	5.4509	5.4693	16.3867	0.0008	0.0119	-0.0077
Si	8.1887	8.2247	16.38	0.0075	0.002	0.002
Si	5.4657	10.9647	16.3829	-0.0062	-0.0127	-0.0025
Si	8.2084	13.698	16.3727	0.0127	-0.0359	-0.0024
Si	5.4589	16.4259	16.3646	0.0126	0.0193	-0.0047
Si	8.2068	19.1547	16.3543	0.0134	0.0054	-0.0095
Si	5.48	21.8732	16.3528	0.003	-0.0177	0.0012
Si	8.2117	24.595	16.3693	-0.0218	-0.0023	0.0002
Si	5.4635	27.2962	16.3951	0.0163	0.0063	0.0051
Si	8.1947	30.0287	16.3976	0.0021	0.0103	-0.0001
Si	10.9172	32.7678	16.4028	0.0009	0.0202	-0.0032
Si	13.6547	2.7215	16.3981	0.0087	-0.0011	-0.0014
Si	10.9263	5.4845	16.4109	-0.0088	-0.0073	0.003
Si	13.6649	8.2334	16.4095	-0.0063	-0.0062	0.0029
Si	10.9294	10.9674	16.3699	0.0111	-0.0024	-0.0018
Si	13.6751	13.7068	16.3569	-0.0175	0.0027	-0.0075
Si	10.9542	16.4284	16.3683	0.0103	-0.0308	-0.0004
Si	13.7003	19.1511	16.3697	-0.0004	-0.0304	0.0027
Si	10.955	21.8765	16.3598	-0.0089	0.0051	-0.0047
Si	13.6829	24.5951	16.3709	-0.0325	0.0101	-0.0057
Si	10.9357	27.3093	16.3794	-0.0109	0.0094	0.0003
Si	13.6518	30.0347	16.3918	0.0006	0.0341	0.0026
Si	1.337	1.3556	17.7629	-0.0061	0.0023	-0.0049
Si	4.0797	4.1025	17.7494	-0.0005	-0.0212	-0.0168
Si	1.3703	6.8544	17.7634	0.0065	0.0163	0.0146
Si	4.1018	9.5887	17.7444	0.0159	0.0276	0.0107
Si	1.3548	12.3367	17.7667	-0.0146	-0.0365	0.0186
Si	4.0933	15.0653	17.7451	-0.0213	-0.0309	0.0127
Si	1.3845	17.7864	17.7177	0.01	0.0081	-0.0024
Si	4.1053	20.5183	17.7169	0.0399	-0.0002	-0.0065
Si	1.3942	23.1955	17.7557	-0.03	0.034	0.0077
Si	4.0895	25.9271	17.7593	-0.026	-0.0212	-0.016
Si	1.3455	28.6691	17.7728	0.0235	0.0303	-0.0097
Si	4.0788	31.4129	17.768	-0.0014	-0.0024	-0.0116
Si	6.8095	1.3467	17.7928	0.0026	-0.0216	0.0248
Si	9.5438	4.114	17.7649	0.0334	0.0192	0.0098
Si	6.8105	6.8579	17.7334	-0.0235	-0.0492	-0.0062
Si	9.552	9.607	17.7321	-0.0051	-0.017	0.0052
Si	6.8398	12.3325	17.7404	0.0142	0.0178	0.0061
Si	9.5915	15.0557	17.7318	-0.0057	0.0371	0.0132
Si	6.8248	17.8023	17.7175	-0.0056	-0.0496	0.0063
Si	9.587	20.511	17.7175	-0.0287	-0.0102	-0.0096
Si	6.8421	23.2312	17.7292	0.0205	0.0281	-0.0209
Si	9.5743	25.9494	17.7536	0.0233	0.0266	-0.008
Si	6.8316	28.6568	17.7667	-0.0086	0.007	-0.0154
Si	9.5503	31.3952	17.7751	-0.0071	0.0039	-0.0105
Si	12.2785	1.3478	17.7544	0.0031	0.0028	-0.0143
Si	15.0102	4.114	17.7534	0.0002	-0.0173	-0.0143
Si	12.2841	6.8738	17.7761	0.0224	0.0127	0.0029
Si	15.028	9.6156	17.7749	0.0062	-0.0309	0.0115
Si	12.309	12.3389	17.7136	0.0051	0.0151	-0.0187
Si	15.0499	15.0646	17.7195	-0.0021	-0.011	-0.0069
Si	12.3415	17.7794	17.7333	0.0024	0.0376	-0.0036
Si	15.0823	20.4939	17.7501	0.0018	0.0342	0.0116
Si	12.3277	23.2299	17.7369	-0.003	-0.0161	0.0001
Si	15.0324	25.9478	17.7674	0.0166	-0.0155	0.0092
Si	12.2882	28.6669	17.7648	-0.0043	-0.0151	0.0007
Si	15.0092	31.4055	17.7605	-0.036	-0.0224	-0.0139
Si	16.3732	2.7482	19.1147	-0.0294	0.0196	0.0019
Si	2.6889	32.7763	19.1262	0.0572	0.0088	0.0182
Si	0.0096	8.2398	19.1208	-0.0196	0.0042	-0.0158
Si	2.741	5.4807	19.1281	0.0202	-0.0431	0.023
Si	16.3806	13.716	19.1268	-0.0209	0.0641	0.0009
Si	2.7356	10.9524	19.1062	0.0251	-0.0262	-0.022
Si	0.0579	19.1303	19.128	-0.0048	-0.053	0
Si	2.7232	16.4349	19.1111	0.0066	0.0205	-0.0063
Si	0.0112	24.5564	19.1007	0.0459	-0.0201	-0.062
Si	2.7661	21.8375	19.1471	0.0132	-0.0318	0.0295
Si	16.361	30.0321	19.1359	0.0115	0.0194	0.0209
Si	2.7073	27.2812	19.1258	0.019	0.0084	0.0033
Si	5.4206	2.7379	19.1333	-0.0794	0.0954	0.0012
Si	8.1761	32.7559	19.1484	0.0185	-0.0088	-0.0016
Si	5.4619	8.2199	19.117	0.0044	-0.0057	0.0046
Si	8.166	5.506	19.1065	-0.0521	0.0276	-0.0138
Si	5.4719	13.699	19.098	0.0038	-0.0109	-0.0241
Si	8.1926	10.9582	19.1149	0.0022	0.0217	0.0043
Si	5.4534	19.1647	19.0902	-0.0208	0.0433	-0.0186
Si	8.2076	16.4371	19.0563	-0.0165	0.0053	-0.0218
Si	5.4527	24.5488	19.1203	0.0352	-0.0044	0.039
Si	8.2251	21.8791	19.0829	0.0178	-0.0337	-0.0127
Si	5.4512	30.0305	19.1124	0.0117	0.0219	-0.0095
Si	8.1929	27.2839	19.1437	0.0147	0.024	0.0205
Si	10.9086	2.7259	19.1097	0.0115	-0.0116	-0.0115
Si	13.6349	32.7763	19.1175	0.0074	0.0117	-0.0163
Si	10.9129	8.2743	19.1219	-0.0083	-0.0309	0.0158
Si	13.6466	5.484	19.1254	0.0181	-0.021	-0.0048
Si	10.9658	13.6855	19.1001	0.06	-0.0851	-0.0064
Si	13.655	11.0127	19.1225	-0.0708	0.0433	0.0171
Si	10.9748	19.1585	19.0723	0.0093	-0.0365	-0.0036
Si	13.7168	16.4208	19.1092	-0.0075	-0.0446	0.0138
Si	10.964	24.5941	19.1078	-0.0128	-0.0122	0.0137
Si	13.7138	21.8714	19.0955	-0.054	-0.0056	-0.0184
Si	10.9052	30.0111	19.1421	0.0028	0.0286	0.0122
Si	13.6584	27.3142	19.1466	-0.0422	0.0504	-0.0037
Si	1.347	4.1203	20.4754	-0.0099	0.0339	0.0169
Si	4.0361	1.3588	20.4894	0.032	-0.0849	-0.0008
Si	1.3854	9.597	20.4997	-0.0134	0.0078	0.0509
Si	4.1098	6.8559	20.5023	-0.0363	0.0589	0.0537
Si	1.3407	15.0913	20.4872	0.0017	-0.077	0.0248
Si	4.1142	12.3131	20.4525	-0.014	0.02	0.0023
Si	1.4477	20.4382	20.5363	-0.0258	0.0469	0.0738
Si	4.0849	17.8132	20.4703	0.0178	-0.0841	0.0195
Si	1.3494	25.8949	20.4933	-0.0437	-0.0448	0.0278
Si	4.1268	23.1844	20.547	0.0305	0.058	0.0463
Si	1.296	31.4275	20.4955	-0.0253	-0.0442	-0.0085
Si	4.0742	28.6673	20.4578	0.0006	0.0494	-0.0204
Si	6.7842	4.1472	20.4675	0.0892	-0.0716	-0.0025
Si	9.5482	1.3517	20.4745	-0.0089	0.0356	0.0428
Si	6.8216	9.5896	20.4881	-0.0405	-0.011	0.0491
Si	9.507	6.9175	20.4582	0.039	-0.0286	0.001
Si	6.8418	15.0918	20.4306	0.0417	-0.0062	-0.0165
Si	9.5822	12.3251	20.4585	-0.0279	0.0345	0.0365
Si	6.8266	20.5419	20.4292	0.0327	-0.0297	0.0327
Si	9.586	17.7977	20.3986	-0.0101	0.0069	-0.0339
Si	6.8141	25.8991	20.4893	-0.0244	-0.0335	-0.0028
Si	9.6173	23.2102	20.4581	0.0053	0.0429	0.0107
Si	6.8099	31.3629	20.517	-0.0984	0.0024	0.0567
Si	9.5454	28.6453	20.54	0.0127	-0.0445	0.0405
Si	12.2494	4.1163	20.4753	0.017	0.0098	0.0005
Si	14.975	1.3872	20.4556	0.0022	-0.0164	0.0366
Si	12.2527	9.6874	20.4899	0.0822	0.0013	-0.0089
Si	15.0314	6.8687	20.4606	-0.0147	0.0067	0.0001
Si	12.3619	15.0323	20.4609	-0.0325	0.0971	0.0065
Si	15.002	12.3815	20.5206	-0.0068	-0.094	0.0389
Si	12.3577	20.5029	20.4457	0.0396	0.0435	-0.0057
Si	15.1021	17.7618	20.4948	0.0146	0.0549	0.0497
Si	12.3174	25.9327	20.5211	-0.049	0.0137	0.0581
Si	15.0854	23.1984	20.4889	0.0373	0.0264	0.0569
Si	12.2771	31.3908	20.4819	0.0077	-0.0046	0.017
Si	15.0134	28.6686	20.5399	0.0019	0.0463	0.0508
Si	16.3291	0.0454	21.8404	-0.0935	0.0653	0.008
Si	2.6466	2.7127	21.8623	-0.0961	0.0418	-0.0206
Si	0.0114	5.5272	21.8424	0.0506	-0.0962	0.0351
Si	2.7219	8.1945	21.8913	0.1671	-0.0383	0.0361
Si	0.0261	11.0193	21.8182	-0.0349	-0.0266	0.0292
Si	2.757	13.716	21.7603	-0.0783	0.0421	0.0303
Si	0.0258	16.4285	21.9635	-0.019	-0.0284	0.0146
Si	2.7762	19.0692	22.0022	0.0385	0.0248	0.0534
Si	0.0537	21.806	21.8479	-0.0135	-0.0051	0.116
Si	2.7166	24.547	21.8859	-0.046	-0.016	0.1012
Si	16.345	27.205	21.8735	0.13	0.077	-0.0145
Si	2.6468	29.991	21.7963	0.0787	0.0566	0.1419
Si	5.4117	32.7705	21.8214	-0.0116	0.0224	0.2462
Si	8.1333	2.7322	21.7813	-0.0665	0.0532	0.2036
Si	5.5139	5.5491	21.8979	-0.0224	0.0514	0.0171
Si	8.2195	8.3026	21.9093	-0.0234	-0.0085	-0.027
Si	5.4266	10.9242	21.8485	0.1205	-0.0209	0.0856
Si	8.2066	13.7146	21.7606	0.0437	-0.0718	0.0873
Si	5.5155	16.4997	21.7788	-0.0914	0.0742	0.0196
Si	8.251	19.2143	21.7217	-0.0428	-0.0026	0.0982
Si	5.5082	21.8086	21.9383	0.0277	-0.0003	0.0059
Si	8.1841	24.4905	21.8253	0.0608	0.1403	0.0363
Si	5.4252	27.2892	21.8151	0.0468	-0.0728	0.0364
Si	8.1412	29.9688	21.9343	0.0322	-0.0173	-0.0915
Si	10.9025	32.7564	21.8271	0.0583	0.0047	-0.0173
Si	13.6068	2.7421	21.8404	0.0879	-0.0489	0.0607
Si	10.8361	5.5081	21.7722	-0.0804	0.0974	0.0346
Si	13.6586	8.293	21.7455	-0.0176	0.0563	0.0514
Si	10.8915	11.0233	21.9496	0.0014	0.056	0.0046
Si	13.6725	13.7431	21.9768	-0.014	-0.0125	0.0274
Si	10.9315	16.3958	21.7174	0.0939	-0.0699	0.0873
Si	13.7288	19.1464	21.8079	0.0284	-0.0445	0.0853
Si	11.0564	21.9056	21.816	-0.0875	-0.0639	0.1283
Si	13.7584	24.5958	21.8613	-0.0495	-0.2007	-0.0485
Si	10.9105	27.2527	21.9162	0.0412	0.0458	0.1688
Si	13.6485	30.0784	21.9012	-0.0934	-0.0734	0.1916
Si	1.1676	1.4458	23.2864	-0.0159	0.12	0.0532
Si	4.0925	4.0929	23.0964	0.1313	0.0416	-0.1601
Si	1.3877	6.8173	23.3101	-0.0868	0.098	0.0329
Si	4.0954	9.539	23.2856	-0.1739	-0.069	0.0218
Si	1.3983	12.4149	23.1765	0.0557	0.0079	-0.0984
Si	4.117	15.1226	23.0647	-0.0737	-0.0316	-0.2091
Si	1.4083	17.6947	23.4487	0.0043	-0.0137	0.1266
Si	4.2385	20.385	23.3671	0.0122	-0.0494	0.0403
Si	1.4083	23.1103	23.2782	0.1136	-0.0893	-0.0683
Si	4.0316	26.0045	23.2134	-0.1181	0.1255	-0.0486
Si	1.3159	28.5685	23.1705	0.1058	-0.109	-0.0962
Si	3.9485	31.4147	23.1439	-0.0141	0.0936	-0.2501
Si	6.8241	1.3308	23.2015	0.0391	0.0006	-0.3227
Si	9.4284	4.1686	23.1515	-0.1702	-0.0865	-0.1291
Si	6.9189	6.9478	23.3255	-0.1105	-0.0222	0.0959
Si	9.5091	9.6903	23.3773	-0.0941	0.0429	0.1035
Si	6.8622	12.3222	23.1047	0.0177	-0.0417	-0.2552
Si	9.5708	15.0795	23.1265	0.071	-0.046	-0.05
Si	6.902	17.901	23.1107	0.0322	0.0904	-0.0712
Si	9.6065	20.5721	23.098	-0.0685	0.1585	-0.0474
Si	6.8812	23.1883	23.3077	0.1605	-0.1619	0.133
Si	9.5044	25.8035	23.2475	-0.0077	-0.1299	-0.1264
Si	6.7801	28.5141	23.2886	-0.0476	-0.0237	-0.0153
Si	9.5465	31.3885	23.1964	-0.0053	0.0444	-0.0369
Si	12.2324	1.3409	23.2035	0.14	-0.0796	-0.0422
Si	14.9969	4.1706	23.1435	-0.0084	-0.038	-0.1951
Si	12.164	7.0006	23.0144	0.0091	0.0394	-0.3021
Si	15.0561	9.6215	23.1315	0.0806	-0.1218	-0.1507
Si	12.1973	12.4493	23.3444	-0.0721	0.0946	0.0422
Si	15.0729	15.0987	23.3987	-0.0644	0.1063	0.1321
Si	12.2987	17.7465	23.0433	0.0462	-0.0521	-0.1605
Si	15.14	20.4203	23.249	0.0245	-0.0152	-0.1342
Si	12.4836	23.2057	23.2314	0.1157	0.0254	-0.1475
Si	15.0664	25.8568	23.3623	0.0205	-0.0127	0.0795
Si	12.3244	28.6276	23.282	0.1465	0.0863	-0.1846
Si	14.9808	31.5528	23.2671	-0.1715	0.1333	-0.046
Si	16.1839	2.8861	24.7311	0.0965	-0.0206	0.1517
Si	2.5297	0.0027	24.5368	0.1129	-0.1061	0.288
Si	16.386	8.2793	24.6191	0.0646	-0.0271	0.1951
Si	2.8202	5.3185	24.5698	-0.1443	-0.0193	0.1345
Si	0.2447	13.8018	24.7185	0.1202	-0.1535	0.2572
Si	2.6642	10.982	24.5464	0.0131	-0.1741	0.2601
Si	16.3584	19.0664	24.8061	-0.1444	-0.0173	0.2889
Si	2.9684	16.3152	24.7156	0.106	0.0807	0.263
Si	0.0501	24.4167	24.7133	0.0874	-0.1354	0.2442
Si	2.783	21.6835	24.6637	-0.0935	0.2178	0.1909
Si	16.3724	30.0217	24.3719	0.008	0.1095	0.104
Si	2.6388	27.2814	24.709	0.0622	-0.0086	0.2189
Si	5.4001	2.758	24.4579	-0.0537	-0.1093	0.3007
Si	8.2371	32.7574	24.5788	-0.1568	0.1043	0.2013
Si	5.5511	8.2819	24.7492	0.0257	0.1457	0.1477
Si	8.2011	5.5123	24.7329	0.0876	-0.0721	0.1303
Si	5.4784	13.7363	24.2856	0.1046	0.0126	0.182
Si	8.0906	11.153	24.7294	-0.0585	0.0345	0.2325
Si	5.7833	19.1538	24.7694	-0.0334	-0.1058	0.2592
Si	8.2365	16.5143	24.3863	-0.0318	-0.0275	0.2364
Si	5.3704	24.5898	24.4794	0.1236	-0.1463	0.1769
Si	8.4219	21.8704	24.6995	0.1266	-0.0201	0.2154
Si	5.3001	29.9638	24.4238	-0.0106	0.1496	0.2522
Si	8.0674	27.0166	24.7154	-0.0009	-0.1118	0.3663
Si	10.7977	2.7487	24.3931	-0.2152	-0.078	0.1724
Si	13.5815	0.1439	24.7762	-0.0324	0.0338	0.0756
Si	10.9301	8.2333	24.6064	0.0997	-0.0112	0.087
Si	13.5352	5.6231	24.2205	0.1202	0.0513	0.1866
Si	10.7416	13.86	24.7759	-0.11	0.0498	0.2652
Si	13.7079	11.0286	24.4408	-0.0215	-0.0438	0.2615
Si	10.9319	19.1181	24.3092	-0.0547	-0.0803	0.2221
Si	13.4973	16.5032	24.6069	-0.1172	-0.0767	0.1342
Si	11.034	24.4938	24.5248	-0.046	0.0256	0.2789
Si	13.8448	21.7968	24.6313	0.2236	0.1576	0.3934
Si	10.8653	30.014	24.5501	0.0113	-0.0694	0.1466
Si	13.7135	27.247	24.7371	-0.1715	0.1328	0.2393
Si	1.4045	4.0521	26.0292	-0.1359	0.0413	-0.2035
Si	4.2216	1.1282	25.7118	0.0582	-0.1202	-0.0862
Si	0.9837	9.9966	26.0099	-0.2487	0.1308	-0.2211
Si	4.1481	6.7378	25.8954	-0.075	0.1308	-0.0468
Si	2.1416	14.6406	26.2314	0.1292	0.0298	-0.0332
Si	4.1945	12.3738	25.6492	-0.0757	-0.0762	0.3035
Si	1.3207	20.5045	26.1346	0.0182	-0.0822	-0.0576
Si	4.7615	17.3603	25.9502	0.1582	-0.1789	-0.1478
Si	1.6682	25.485	26.041	-0.1115	0.1387	-0.0021
Si	3.9694	23.327	25.8459	-0.123	-0.1768	-0.0124
Si	1.3948	31.1578	25.8179	-0.086	-0.0048	0.1407
Si	3.7217	29.0422	25.9258	-0.1147	-0.0114	0.0524
Si	6.8717	3.8767	25.9175	0.1707	-0.0963	-0.0901
Si	9.2784	1.6854	25.8754	0.2747	-0.1574	0.1957
Si	6.4287	10.1685	26.1202	0.0256	0.0619	-0.2285
Si	10.0525	6.4744	25.9739	0.1357	-0.1816	0.3825
Si	6.8138	15.1231	25.597	-0.0783	0.121	0.2571
Si	8.9341	12.9399	26.1537	0.0894	-0.0226	-0.0406
Si	7.4755	20.3204	26.2115	0.1204	-0.2143	-0.5857
Si	9.5635	17.8949	25.7662	0.0077	0.0304	-0.0903
Si	6.6272	25.5003	26.2278	-0.0942	0.1393	-0.5287
Si	10.2618	22.7742	26.0244	-0.1103	0.1569	-0.2857
Si	6.4557	31.5918	25.6059	0.0823	-0.1654	-0.0286
Si	9.66	28.3775	25.7566	0.0692	0.0242	0.1007
Si	12.1519	4.26	25.4626	0.0523	0.0511	0.3645
Si	14.396	2.0478	26.1683	-0.1034	0.0433	0.2084
Si	12.6194	9.4185	25.7656	0.0667	0.1575	0.4091
Si	14.633	7.0848	25.6653	-0.0634	0.1305	0.1957
Si	11.7712	15.6181	26.045	-0.1488	0.1347	-0.3751
Si	15.2722	12.2233	25.7408	-0.0729	0.0135	0.0906
Si	12.326	20.3585	25.6575	0.0772	0.0275	0.147
Si	14.4625	18.0746	26.0399	-0.1144	0.0938	-0.1669
Si	11.9248	26.2013	25.9073	0.1573	-0.1204	0.16
Si	15.5192	22.7644	26.1859	-0.2122	0.2352	-0.26
Si	12.4241	31.1996	25.8996	-0.0038	0.0808	0.3004
Si	14.8474	29.0329	25.8295	0.1117	-0.106	0.2576
Si	15.9402	0.0496	32.0712	-0.0064	-0.0861	0.1062
Si	2.9481	2.3561	28.1418	0.044	-0.2397	0.1957
Si	0.1543	5.3228	34.0249	-0.0949	-0.0881	-0.0973
Si	4.9835	4.7623	28.2648	0.1579	0.0654	0.057
Si	12.1611	10.9115	28.5792	0.1381	-0.2923	0.2009
Si	4.732	9.9144	29.6601	-0.1005	0.0722	0.3548
Si	1.7489	16.1204	29.1541	0.0589	-0.1194	0.1915
Si	15.1182	20.2299	29.6188	-0.036	-0.0364	0.3965
Si	13.9107	22.6522	28.6328	0.1693	0.0014	0.3822
Si	8.8032	24.4582	34.3509	0.0385	0.113	-0.2518
Si	15.8881	30.6099	28.0835	0.0836	-0.1781	0.0473
Si	8.6737	1.5122	28.6668	0.0687	-0.1844	0.3243
Si	13.8566	3.7243	34.592	-0.041	0.1003	-0.1828
Si	2.8417	8.6182	27.7446	-0.078	-0.0275	0.1236
Si	9.4958	7.1169	29.0382	0.1568	-0.1062	0.3274
Si	7.5431	9.5888	29.1177	-0.0275	0.0436	0.3548
Si	9.5326	11.8566	29.1811	-0.0107	-0.147	0.2661
Si	3.1527	18.8239	28.2886	-0.1187	0.0915	-0.0759
Si	6.3492	22.8613	27.7446	-0.1191	0.0768	-0.1967
Si	2.5911	23.4262	30.8508	-0.0623	0.0052	0.1786
Si	4.7464	27.2529	28.2487	0.1561	0.1979	0.0722
Si	15.7789	31.5078	34.725	0.0015	-0.0559	-0.2461
Si	16.1136	5.6571	27.8933	-0.2673	0.0708	0.2248
Si	12.1679	3.9774	30.2751	0.0046	0.1007	0.2554
Si	14.6162	3.1632	28.9252	-0.2821	-0.0549	0.2838
Si	13.5322	11.2225	31.1251	-0.0354	-0.0409	0.1734
Si	13.8481	21.8734	31.4947	-0.0924	-0.0384	0.1692
Si	8.2324	26.0974	31.7903	0.0786	0.0271	0.1829
Si	11.4317	24.3196	28.2027	-0.1452	0.2314	0.1377
Si	8.8559	29.4016	28.5331	0.0589	0.1121	0.3466
Si	12.5496	1.2417	36.0335	-0.0732	0.0495	-0.2702
Si	0.9255	30.385	30.8083	0.0234	0.0672	0.2432
Si	5.3491	4.9853	31.3746	-0.1372	-0.0549	0.3842
Si	5.5118	10.0046	33.6447	0.0111	0.045	-0.0401
Si	0.9258	10.4044	33.7835	-0.0305	0.0397	-0.0402
Si	1.4467	6.9215	29.852	-0.0731	0.0467	0.5104
Si	2.3076	13.9035	31.35	0.0322	0.0113	0.0542
Si	13.8494	15.1412	30.4827	-0.0778	0.0186	0.3697
Si	9.0515	19.832	33.4313	0.0546	0.0449	0.0317
Si	1.7327	16.8897	34.1696	-0.134	0.0654	-0.2443
Si	4.7408	20.3417	33.4732	-0.1661	0.094	-0.085
Si	3.2725	31.7197	32.1551	0.04	-0.1659	0.0091
Si	2.1293	1.5008	31.0479	-0.0414	-0.1303	0.3013
Si	7.1202	31.8011	28.4638	0.0332	-0.0072	0.2658
Si	9.6457	6.5801	33.55	0.0088	0.021	-0.0507
Si	7.4536	3.1357	32.3741	0.1165	-0.1388	0.0793
Si	11.5594	6.7463	31.2496	0.134	-0.0414	0.1367
Si	3.5161	14.6121	34.1634	0.2068	0.0097	-0.2489
Si	12.2408	20.2921	33.3024	0.0366	0.0474	-0.0654
Si	7.0849	22.1392	33.1405	0.0533	0.0773	0.0594
Si	12.2396	18.2549	37.019	0.0575	0.1571	-0.1468
Si	3.8018	20.6332	30.6316	-0.1955	0.115	0.372
Si	6.6931	28.2728	30.4358	0.1098	0.2253	0.3006
Si	11.5524	28.9824	30.0376	0.0327	-0.0376	0.3309
Si	11.4452	31.5596	31.4482	-0.1433	0.0006	0.0256
Si	12.9585	31.2143	28.8643	-0.1676	-0.0874	0.3475
Si	13.9834	2.2778	31.6933	-0.1926	-0.1089	0.1912
Si	12.8576	9.0353	33.178	0.0074	-0.0436	-0.0892
Si	11.144	11.2283	34.7732	0.0485	0.0609	-0.2555
Si	13.4123	13.6936	27.9365	0.1122	-0.0217	-0.019
Si	15.2203	17.1614	28.9175	-0.1729	0.0066	0.2879
Si	12.078	25.6579	36.399	0.064	0.0089	-0.2792
Si	13.9567	18.0825	34.2642	0.136	-0.0755	-0.2582
Si	11.7784	24.8314	33.6538	-0.1025	0.0899	-0.1073
Si	0.2682	26.0399	34.1559	0.0708	0.0069	-0.1735
Si	12.6751	31.6033	34.1774	0.0129	-0.092	0.0543
Si	15.5558	2.586	38.6455	-0.1441	-0.0551	0.0601
Si	1.3727	27.3217	31.467	0.0781	0.0207	0.0755
Si	1.3803	6.9931	36.0993	-0.024	0.1379	-0.2865
Si	2.2965	4.5924	31.7637	-0.0219	0.0483	0.3205
Si	0.1372	11.904	31.415	-0.0429	-0.118	0.1268
Si	0.3059	16.7536	36.9866	-0.0407	-0.1085	-0.2748
Si	16.0788	19.4202	35.8952	-0.0175	-0.0573	-0.3439
Si	14.7246	23.5091	33.8128	-0.0031	0.1239	-0.0866
Si	1.7302	20	33.9747	0.0109	0.0567	-0.0506
Si	1.9091	25.8491	28.9419	-0.1268	-0.0785	0.3798
Si	8.7331	0.3222	31.5547	-0.0385	-0.0296	0.1116
Si	7.5083	4.9556	34.7914	-0.0324	-0.0737	-0.163
Si	8.2645	31.6743	37.052	-0.0111	-0.0426	-0.3362
Si	2.9491	9.787	35.6586	-0.0578	-0.0102	-0.0283
Si	9.019	4.2089	29.9845	0.2183	-0.0221	0.1431
Si	1.9639	9.5242	31.2259	-0.0644	0.06	0.1887
Si	6.7497	7.1834	33.1479	0.0127	0.1241	0.0594
Si	4.9285	12.2676	31.2728	0.0707	-0.0487	0.1312
Si	9.8348	20.3471	36.3861	0.0382	-0.0319	-0.2058
Si	6.3494	24.0653	30.7681	0.1016	0.1878	0.4349
Si	6.2066	31.2575	31.1655	-0.0781	-0.0263	0.0872
Si	7.713	25.6533	37.0649	0.111	-0.0182	-0.2081
Si	1.9828	29.9332	34.5389	0.0379	0.0369	-0.2141
Si	11.694	5.9193	35.5974	0.1626	-0.1592	-0.2867
Si	15.4575	7.9666	34.4984	0.0641	0.0397	-0.0427
Si	10.2729	15.0549	33.7787	0.0722	0.0691	-0.0959
Si	12.1761	13.9996	35.4089	0.0444	0.0273	-0.4043
Si	15.4665	15.5825	33.1871	0.0209	0.0396	0.0227
Si	15.2883	14.3186	35.8092	0.0119	-0.0498	-0.3594
Si	11.1506	26.0956	30.8404	-0.1244	0.2555	0.2584
Si	13.9899	21.4732	35.7684	-0.0577	0.0976	-0.4094
Si	10.5961	30.3336	35.9698	0.04	0.1049	-0.3401
Si	15.2132	26.292	36.7612	0.0058	0.0409	-0.3727
Si	4.489	2.5707	37.4304	-0.1491	-0.0129	-0.379
Si	5.4044	32.7053	37.0862	-0.0237	-0.1746	-0.2155
Si	11.2789	13.5489	31.1766	0.1632	-0.0952	0.1381
Si	3.0971	5.0212	37.8728	0.0723	-0.0264	-0.2756
Si	3.3744	14.0545	37.2507	0.0827	-0.2368	-0.1677
Si	7.1877	11.0372	35.9034	-0.1517	0.1297	-0.1837
Si	5.9348	18.3587	35.5447	0.1515	-0.0108	-0.3627
Si	4.1979	17.1401	37.856	-0.0066	0.0501	0.0758
Si	3.9123	25.6893	32.1503	-0.0077	0.0963	0.1526
Si	7.1687	20.1777	37.8489	0.095	0.0122	-0.0771
Si	0.3677	0.1519	37.3633	0.1736	-0.2154	-0.4322
Si	7.507	3.6073	37.4776	-0.0002	-0.0672	-0.1718
Si	9.7451	1.6089	37.5772	0.166	-0.0123	-0.291
Si	8.4605	11.1161	38.4813	0.0042	0.1587	-0.075
Si	10.0983	6.7799	37.9416	0.1851	-0.2907	-0.2113
Si	6.3937	14.3399	32.8468	0.0175	-0.0304	0.0454
Si	4.6311	11.2579	37.6183	-0.0182	-0.12	-0.0364
Si	1.0174	21.0658	31.3901	0.0317	-0.0123	0.1687
Si	7.8963	17.0185	33.5713	0.0456	-0.1252	0.0432
Si	11.6669	22.5443	37.195	-0.1603	0.0882	-0.1327
Si	9.9293	27.668	37.4222	-0.0053	0.11	-0.3934
Si	8.5649	12.8854	34.4655	-0.0198	0.1146	0.0421
Si	2.7658	31.3018	37.202	0.0981	0.1142	-0.2364
Si	12.6977	10.6202	37.2882	-0.1986	-0.0797	-0.2596
Si	12.6712	7.875	37.4318	0.2817	-0.129	-0.1855
Si	11.7291	15.228	37.9732	-0.0296	-0.1885	-0.2033
Si	15.3078	12.1521	37.825	0.0492	0.1182	-0.0756
Si	15.8543	24.1346	38.4785	-0.3576	-0.1148	-0.2596
Si	3.1022	26.8885	34.7393	-0.0031	0.0335	-0.1869
Si	12.4965	31.9093	37.9872	-0.0765	-0.0728	-0.3852
Si	4.757	26.1819	37.3381	0.0832	0.0463	-0.0714
O	0.0989	32.2911	38.8279	-0.2764	-0.2047	0.5301
O	2.4737	30.6995	38.6765	-0.0594	0.0809	0.4089
O	3.8172	2.1507	38.8844	-0.0966	0.1121	0.3232
O	9.8062	2.0808	39.1686	0.1229	0.345	0.342
O	15.2702	6.4565	39.5962	0.0764	0.4391	0.3274
O	16.2163	4.0713	38.8986	0.17	0.0705	0.1974
O	3.7244	7.4654	39.7581	0.1924	-0.3744	0.24
O	1.5496	9.3125	39.6094	-0.1559	-0.0043	0.1132
O	3.3185	10.4306	37.1069	0.0941	-0.204	-0.0145
O	16.2977	10.9633	38.3708	0.2027	-0.2309	-0.0821
O	3.9004	12.3983	0.1226	0.1415	0.117	-0.056
O	2.2748	13.6696	38.432	0.0089	-0.3381	0.7182
O	14.8978	12.9188	39.2083	-0.0599	0.2013	-0.0694
O	14.9448	17.573	39.4673	0.1069	0.2061	-0.0653
O	3.0994	18.2604	38.4177	-0.2437	0.2846	0.0913
O	1.5487	20.4446	39.1921	-0.2682	0.3038	0.0152
O	16.3912	22.5933	38.5188	0.077	0.0382	-0.2738
O	0.451	26.763	32.6979	-0.3076	0.087	-0.0807
O	4.4027	23.0003	39.3653	-0.1739	0.2973	-0.2059
O	0.4106	25.1865	39.3568	0.5268	0.3176	-0.3355
O	15.6573	27.2188	38.0802	0.0274	-0.1694	0.5496
O	3.7329	25.1554	38.1305	-0.26	-0.2161	0.1704
O	4.1597	28.9837	39.6631	-0.0325	-0.1914	0.4333
O	5.4212	27.1748	38.4565	0.0812	0.2232	0.1183
O	5.6581	0.1999	38.6541	-0.1582	0.0015	0.4742
O	6.7919	31.4709	0.2586	-0.1643	0.2892	-0.247
O	6.8264	32.1936	36.4523	0.0511	0.0351	-0.1769
O	7.9861	4.0326	38.9908	-0.0214	-0.2394	0.308
O	4.5673	5.5414	38.4414	0.1273	-0.2281	0.1317
O	2.3315	4.2972	39.1469	-0.2637	-0.2236	0.3279
O	8.6417	7.472	38.3108	-0.1647	0.0469	0.2555
O	8.3681	7.5916	33.2327	0.0765	0.2302	0.2147
O	5.122	10.615	39.0228	0.1729	-0.3981	-0.1138
O	7.4952	12.6208	35.6558	0.2041	-0.2848	0.1519
O	7.7525	12.5811	38.7777	0.3606	0.0469	-0.3126
O	5.7996	13.6538	31.4685	0.1393	-0.0821	0.1082
O	5.3228	17.0423	39.0184	-0.1231	0.3946	-0.0546
O	6.7104	14.8546	39.5665	-0.0651	0.2116	0.3614
O	9.431	17.6516	39.5633	-0.0491	0.0332	0.5092
O	7.2556	19.104	39.0627	-0.1185	-0.2741	0.0777
O	10.6106	21.7767	36.2007	-0.1952	0.143	-0.2638
O	6.2785	21.4241	38.437	-0.0405	0.1159	0.0627
O	9.486	23.3479	39.5832	0.0116	0.0235	0.6055
O	7.7973	24.9673	38.5452	-0.184	-0.2365	0.4212
O	6.1295	25.6044	36.6108	0.0323	0.0956	-0.2019
O	10.2975	28.0941	38.972	0.2044	-0.2224	0.3869
O	8.5958	2.5447	36.8802	0.0317	0.001	-0.1751
O	12.3454	31.5268	0.8558	0.2226	-0.3177	-0.175
O	12.216	4.1914	39.7297	-0.0114	0.1323	0.4479
O	13.9196	2.7783	38.6282	0.2887	0.2422	-0.2209
O	11.3758	10.9566	36.3737	-0.0169	-0.2365	0.2201
O	10.478	6.0986	39.3558	0.1128	0.3477	-0.0844
O	13.245	7.7336	38.9143	-0.1673	-0.1199	0.144
O	13.3006	9.2009	36.7566	0.279	-0.139	0.0365
O	9.9765	11.4217	38.9756	0.1873	0.1178	0.0692
O	12.3355	10.4659	38.8706	0.0223	0.0448	0.2033
O	15.5094	15.7765	36.4905	-0.089	0.0489	0.263
O	13.0612	14.7832	38.8076	0.2073	-0.0138	0.1904
O	14.2861	16.5869	33.7136	-0.2131	0.2009	0.1652
O	10.5026	15.3082	39.02	0.0921	0.0153	-0.0761
O	13.0172	18.9473	38.2878	0.0491	0.2378	0.181
O	11.3862	22.0019	38.6978	-0.0775	-0.184	0.0101
O	11.7099	24.1195	36.8036	-0.0712	0.111	0.1514
O	14.3031	24.2222	39.0386	0.0322	-0.0072	-0.1976
O	15.799	26.8405	35.3172	-0.0456	0.2886	0.4478
O	10.292	28.7844	36.3021	-0.1377	-0.2242	0.1735
O	12.307	26.0406	39.5511	-0.084	0.2603	0.2788
O	2.5312	28.3907	34.2865	0.0709	-0.0168	-0.1187
O	13.5344	30.88	38.7161	0.0182	-0.0811	0.2665
O	1.7674	2.8297	27.1097	-0.0583	0.0386	-0.2747
O	0.9907	5.4081	26.9095	0.2768	0.1408	-0.1724
O	5.399	0.0093	25.795	-0.1411	-0.1262	0.1819
O	3.923	1.3574	27.3174	0.0494	0.062	-0.0385
O	16.1973	11.0675	26.4978	0.2743	-0.0527	-0.4958
O	1.5365	9.5675	27.5188	0.1698	-0.3167	0.0266
O	4.57	6.0572	27.3546	-0.0103	0.0626	-0.3648
O	3.0631	7.945	26.2846	0.0985	0.2039	0.274
O	1.9032	15.3543	27.7143	-0.1974	-0.1103	-0.1655
O	3.2607	13.4228	26.6007	-0.3692	0.0287	-0.4589
O	5.33	11.4162	26.4646	-0.0358	-0.3378	-0.1284
O	6.1574	9.1432	29.9078	0.0184	0.0314	-0.1646
O	0.303	21.7023	26.726	-0.0933	-0.019	-0.1974
O	2.0621	19.7166	27.4184	-0.2164	-0.1271	-0.2915
O	4.8198	22.758	27.1539	-0.1746	-0.3203	-0.1093
O	4.2144	18.0991	27.3052	-0.2114	0.1441	0.2502
O	1.0494	25.8454	27.5521	-0.1553	-0.1213	-0.2947
O	9.662	26.6113	31.2391	-0.0441	-0.2179	-0.0323
O	4.0568	19.8217	29.2456	0.1071	0.0669	-0.3037
O	2.8508	24.3878	26.4636	-0.1846	0.3265	-0.1641
O	0.3404	31.5816	27.0546	0.1657	0.1493	0.0706
O	16.1635	31.3323	31.4925	-0.2886	-0.2513	-0.0145
O	6.4277	29.6595	31.2165	-0.1856	-0.1616	0.2124
O	4.4561	28.5574	27.3196	-0.0792	-0.0493	-0.0584
O	8.0504	2.7465	26.1488	-0.241	-0.0649	0.0532
O	6.2222	4.0928	27.4331	0.2148	0.2647	-0.2762
O	9.7902	1.3998	27.4646	0.1725	0.0523	-0.3865
O	14.0485	3.0858	33.1032	0.0173	-0.155	-0.1091
O	8.5819	8.3905	29.4569	-0.0448	0.0663	0.1144
O	7.1964	9.6991	27.5177	-0.2983	0.1433	-0.3802
O	11.1734	5.2721	26.3973	0.0304	-0.1453	-0.424
O	9.6757	7.1735	27.425	-0.2698	0.0032	-0.5224
O	5.8186	16.1432	26.5048	-0.3027	0.3061	-0.6354
O	7.7771	14.1132	26.5295	0.1948	-0.3796	-0.2639
O	9.3774	12.4157	27.6585	0.2393	0.1903	-0.3893
O	12.1628	10.1118	27.1896	-0.1875	0.0391	-0.2097
O	2.3292	20.1442	31.1094	-0.1123	-0.2141	-0.1409
O	7.0377	21.3572	27.4941	-0.1746	-0.1175	0.0276
O	8.575	19.054	26.5991	-0.1556	0.1234	-0.2304
O	10.6409	16.8074	26.5511	0.2159	-0.2801	-0.0567
O	7.8384	28.3947	29.2965	0.1115	-0.0627	-0.1209
O	10.355	28.9892	28.9548	-0.114	-0.2564	-0.1225
O	7.15	24.0312	26.8729	0.4354	0.337	0.2553
O	12.2664	14.8104	30.791	0.0818	0.0276	-0.046
O	2.5976	30.1766	26.443	0.0104	-0.1754	-0.333
O	6.6265	31.0147	27.1442	0.0615	-0.0156	-0.1933
O	8.8001	29.1598	26.9337	-0.0477	-0.3034	-0.3079
O	5.7852	26.2773	27.4277	0.2645	-0.2401	-0.1169
O	13.2184	3.2381	26.2333	0.4885	-0.2381	-0.0843
O	14.6981	1.9244	27.8361	-0.0041	-0.1499	-0.6505
O	13.1239	3.8525	28.957	0.1448	-0.0237	-0.0585
O	2.4088	1.4967	29.4313	-0.1762	-0.0593	-0.5028
O	13.6677	8.2668	26.3087	0.0164	-0.0157	-0.3918
O	14.8694	6.1831	27.0226	0.0784	0.1204	-0.0237
O	15.7608	4.2247	28.5338	0.2234	-0.0793	0.0438
O	12.5361	14.9496	27.357	0.1667	0.1653	0.1711
O	14.4911	13.1152	26.8826	0.1187	0.2396	0.1515
O	12.3651	12.508	28.311	0.0993	0.2522	0.0983
O	11.1924	21.4027	26.3955	0.0612	0.3958	-0.1434
O	13.262	19.1942	26.5119	0.1281	-0.0144	-0.4333
O	14.9381	17.084	27.3104	0.0746	-0.1893	-0.1433
O	2.4149	17.6206	29.1258	-0.0368	-0.0084	0.1511
O	10.8318	27.3665	26.3984	0.0749	0.2676	-0.3952
O	12.2654	25.4442	27.3484	0.1822	0.0848	-0.2295
O	12.3771	23.0031	28.2945	0.0904	-0.1692	0.2434
O	14.8888	23.4549	27.5899	-0.1139	-0.1796	-0.3699
O	8.3087	3.0603	29.0541	-0.4477	0.0443	0.0674
O	15.9905	32.1072	36.2206	-0.2509	0.0389	0.3396
O	13.539	29.9999	26.0381	-0.1109	0.1784	-0.0256
O	15.5373	29.1698	27.3522	0.0516	-0.2356	-0.2828
O	0.5063	30.1936	29.2722	0.0786	-0.2343	-0.3671
O	1.0792	28.9231	31.5094	0.0956	0.1094	-0.0815
O	1.3608	5.7441	35.0453	0.1065	0.1206	0.0639
O	5.9945	3.4797	31.6694	-0.2646	0.1865	-0.2219
O	15.3521	4.4408	34.7777	0.1601	0.1749	-0.1128
O	1.035	4.6538	32.8245	-0.1624	-0.3593	0.0365
O	2.6031	7.4443	28.8421	0.2178	-0.0213	-0.248
O	1.8419	5.4772	30.4773	0.0434	0.1383	-0.2884
O	0.958	10.6914	30.6484	-0.119	-0.2509	0.0431
O	0.285	11.6938	33.0375	-0.1342	0.1478	0.0156
O	5.2021	11.4753	29.8658	0.0729	-0.1458	-0.1855
O	3.5048	9.5655	30.6948	0.1545	-0.2318	-0.2202
O	13.9885	16.6575	29.8787	0.1175	0.0262	-0.1325
O	12.4202	21.5284	32.2195	-0.1351	-0.0316	0.1326
O	2.4085	15.257	30.4114	-0.1686	0.0782	-0.1983
O	5.1973	18.9671	34.2135	0.2261	-0.0481	0.1226
O	14.2297	20.3626	30.9786	0.1029	0.168	0.0383
O	14.3583	21.0781	28.4479	-0.307	-0.0271	-0.1863
O	8.3381	25.686	33.3632	0.0299	0.0932	0.0679
O	2.2375	24.3588	29.5647	-0.1466	-0.046	-0.119
O	0.5941	1.0542	31.3591	0.0312	-0.0036	-0.3904
O	3.3532	26.5119	28.5894	-0.0886	-0.0749	-0.2088
O	3.0547	0.5313	31.9994	0.2785	0.1028	-0.0978
O	7.4156	0.5769	28.1621	-0.011	0.2318	-0.1602
O	12.119	31.5812	27.5023	0.0625	0.035	-0.6225
O	12.4543	2.6266	31.1889	0.1543	-0.0281	-0.2521
O	5.3639	5.2539	29.7663	0.2492	-0.0107	-0.493
O	3.7712	3.7058	28.5208	-0.1318	-0.0577	-0.0111
O	8.7294	5.72	29.446	-0.2857	-0.1006	-0.0976
O	12.5105	5.4181	31.0262	-0.0029	0.0002	-0.1906
O	2.0593	9.7108	32.8331	-0.1049	-0.029	-0.0682
O	4.148	9.5052	28.1897	-0.0035	0.1237	-0.2724
O	10.6851	10.7017	29.2279	-0.0316	-0.3018	0.0824
O	8.1755	11.0355	29.6415	0.0598	-0.0732	0.0714
O	0.1429	16.3372	29.3749	-0.0073	0.0323	0.1969
O	0.1213	20.8991	30.0534	-0.0328	0.1625	0.0064
O	7.7801	24.8523	30.8423	-0.1111	-0.2888	-0.4716
O	6.2224	23.3989	29.2893	0.0721	-0.2722	-0.2448
O	13.9471	22.9369	30.2548	-0.178	-0.0727	-0.3287
O	5.8131	21.4858	33.9372	-0.0458	0.159	-0.0923
O	11.961	27.4629	30.4649	0.0707	0.0915	0.1381
O	5.3657	27.7341	29.6779	-0.0169	-0.2188	-0.3751
O	12.2861	0.3084	34.7026	0.0308	0.1845	-0.021
O	14.1894	31.1165	34.5912	-0.0324	0.244	0.0239
O	14.9624	2.8036	30.492	-0.0629	-0.0387	-0.3141
O	11.1191	1.7553	36.678	-0.3413	-0.0828	0.1092
O	12.5246	4.7214	34.7819	-0.0806	0.151	-0.0933
O	13.8511	8.2569	34.234	-0.0678	-0.2824	0.2906
O	0.0456	6.7537	29.0499	-0.0511	-0.1998	-0.1095
O	10.6159	3.9405	29.8647	-0.1572	-0.0917	-0.2136
O	10.6641	19.8916	33.1487	0.1128	-0.2519	0.0739
O	13.252	10.4428	29.7066	-0.0965	-0.1403	-0.1092
O	14.8652	15.0025	31.7744	0.0125	-0.0876	-0.2957
O	15.4432	18.7299	34.5406	0.2418	-0.0004	-0.0033
O	10.3516	24.0426	33.9292	-0.1551	0.1119	-0.1604
O	13.1527	23.9716	33.8324	0.0486	-0.1556	0.1118
O	4.2056	26.2232	33.681	-0.1391	0.2436	-0.1111
O	10.1057	23.7125	27.4283	-0.2496	-0.2431	-0.2348
O	12.6053	31.6225	32.5717	0.2681	0.071	-0.0574
O	11.8436	25.4229	32.1472	0.226	0.0746	-0.0474
O	12.1808	32.0708	30.0546	0.1862	0.1765	-0.1541
O	14.5711	31.4412	28.628	0.1448	0.0536	0.042
O	15.58	1.6358	40.005	-0.0774	0.0691	0.0415
O	2.4108	31.0706	30.9201	-0.2147	-0.2147	-0.2944
O	7.206	3.5787	33.9446	-0.2199	0.0767	-0.0087
O	3.8487	5.0868	32.0837	0.0375	-0.2271	-0.1162
O	6.3233	6.184	31.928	0.0199	0.1457	-0.3911
O	5.1921	11.1989	32.5336	0.1951	0.0092	-0.0393
O	1.279	8.062	30.9999	0.0335	-0.2831	-0.2682
O	2.3943	8.2416	35.7698	0.0109	-0.262	-0.1975
O	16.1333	9.3593	34.0421	-0.0337	-0.0154	-0.0322
O	12.2994	12.2734	31.4653	-0.0417	-0.1736	0.1342
O	3.387	12.7365	30.9956	0.0391	0.0136	-0.077
O	0.811	13.3353	31.0435	-0.0498	0.0568	0.0285
O	3.213	16.2099	34.0316	0.0872	-0.0034	-0.0793
O	1.0619	20.1709	35.4607	-0.0362	0.0344	0.118
O	3.0023	24.3361	32.1498	-0.1798	-0.3106	0.1541
O	8.2365	21.0552	32.7154	-0.0343	0.0229	-0.0747
O	4.8111	17.5893	36.4207	-0.4401	-0.1902	0.1622
O	8.7217	20.585	37.5501	-0.0909	-0.0212	0.1764
O	16.1697	32.721	33.6872	-0.2145	0.0373	-0.062
O	4.8371	20.2016	31.8294	0.2508	0.062	-0.1598
O	7.16	27.2988	31.6513	0.0899	-0.0493	0.1549
O	0.9776	26.6853	30.0117	-0.1168	-0.0969	-0.3217
O	2.4315	3.0147	31.4896	0.0854	-0.0267	-0.0028
O	7.5492	32.0068	31.7027	-0.0167	0.0687	0.056
O	9.1442	0.8011	30.056	0.063	-0.1134	-0.0553
O	8.4662	30.9514	28.9294	-0.0025	0.184	-0.2791
O	10.9559	6.9412	34.5059	-0.129	-0.0956	0.0465
O	12.2871	7.9485	32.0802	0.2163	0.1855	-0.0771
O	8.5318	4.045	31.5364	0.1694	-0.1255	-0.0452
O	8.0814	1.6102	32.369	-0.0346	0.0405	0.0297
O	6.513	6.2319	34.4789	-0.095	-0.2264	0.2918
O	11.6743	9.9263	33.9213	0.0154	-0.0828	0.0747
O	10.9503	7.2376	29.8089	-0.1903	0.2995	-0.1101
O	7.6345	13.3194	33.1917	-0.0808	-0.1927	-0.2149
O	1.7236	10.7573	35.1445	-0.1288	0.0928	0.3096
O	7.1107	17.3231	34.9965	-0.3615	0.0241	0.2001
O	9.4303	16.4265	33.6486	-0.0751	0.2383	0.123
O	13.1898	22.0731	37.006	0.1156	-0.255	0.2433
O	10.8955	19.1446	36.7186	0.0086	0.0148	0.1115
O	6.9882	15.8884	32.747	0.1711	0.2174	-0.0486
O	12.8773	20.892	34.7024	0.1821	0.143	0.0567
O	6.4358	22.8447	31.8335	-0.3551	-0.1951	-0.2125
O	0.6232	20.5974	32.9058	-0.1743	-0.0779	0.0206
O	3.7248	22.2816	30.4621	0.2427	0.1286	-0.0223
O	4.8818	31.5257	32.0602	-0.0115	-0.143	0.2459
O	12.8635	29.6338	29.3183	0.1902	0.2075	-0.1152
O	8.6101	24.8977	35.907	0.1897	0.2164	0.348
O	11.0632	29.9642	31.2669	-0.0762	-0.0585	-0.1629
O	9.1216	0.1189	37.6107	0.2276	-0.1232	0.0965
O	11.44	30.9826	37.1861	0.2069	-0.1775	0.0526
O	0.3495	30.207	34.3976	-0.0847	-0.26	0.2259
O	11.5403	30.5108	34.6541	-0.1284	0.1668	0.2395
O	14.4476	0.7177	31.8922	-0.1236	-0.2075	0.1978
O	15.8216	6.7014	33.5104	-0.2334	0.1444	-0.1367
O	10.0721	13.0756	30.1582	-0.0654	-0.0157	-0.1249
O	10.4233	14.1405	32.4387	-0.1393	0.199	-0.1972
O	8.3905	10.5782	36.9171	-0.1414	0.1904	0.4265
O	13.6997	10.137	32.3208	-0.0533	0.1968	0.0956
O	14.2648	14.1361	29.261	0.1281	-0.0155	-0.3701
O	9.443	14.1757	34.8794	0.054	-0.0262	0.17
O	13.7037	14.1281	35.8238	-0.0729	0.0363	0.2931
O	0.6745	16.2772	38.5118	0.0464	-0.0789	0.299
O	15.4147	18.734	29.1951	0.1007	0.06	-0.1394
O	8.9703	19.9608	35.0554	-0.0829	-0.2647	0.3136
O	11.7491	15.2704	34.4394	0.0075	-0.0107	0.0163
O	0.5436	16.3178	33.159	-0.0414	0.0695	0.019
O	13.096	18.8927	33.1211	-0.1992	0.0002	-0.104
O	7.8062	23.201	34.1282	-0.1573	-0.1596	0.1673
O	13.5882	26.1789	36.7211	0.0427	-0.1417	0.2934
O	14.9138	22.524	32.5336	0.0955	-0.1997	-0.1719
O	11.0777	24.9901	29.6498	0.1635	-0.1231	-0.2615
O	10.1553	32.4264	32.0201	0.0667	0.1924	-0.245
O	16.3111	1.7404	37.4402	-0.0168	0.483	-0.0621
O	4.3482	31.4942	36.8943	0.1165	-0.1416	0.2925
O	4.6854	1.2498	36.4573	0.0844	-0.009	0.0695
O	2.7554	31.0034	33.5441	-0.1228	-0.0648	0.1214
O	16.2003	7.5818	35.9749	0.0474	0.1946	0.1683
O	13.9337	11.6453	37.1033	-0.1322	-0.0991	-0.2679
O	2.0729	6.2164	37.3864	-0.1061	-0.1875	0.3808
O	3.5447	3.7959	36.8223	-0.0494	0.0104	0.2119
O	9.5863	11.5804	34.3192	-0.1398	-0.2283	0.1524
O	14.9752	11.9698	31.0025	-0.175	0.2851	-0.2183
O	3.7128	15.6016	37.6148	-0.1215	0.0902	-0.1016
O	16.2945	18.3207	37.0693	0.147	0.0262	0.3044
O	15.7178	14.3359	34.2321	0.0936	0.1232	0.3049
O	3.0532	14.0075	35.6232	0.1018	-0.2144	0.1855
O	15.8331	24.7779	36.9695	-0.0371	-0.3042	0.1442
O	11.8462	25.9817	34.8026	0.2249	0.0542	0.2968
O	15.8466	24.6735	33.8146	-0.0049	-0.0744	0.2017
O	6.508	19.5507	36.5005	-0.1157	0.1537	0.2243
O	2.2816	30.2239	36.1012	0.122	-0.1388	0.1932
O	5.21	25.1955	31.2417	0.0598	-0.0847	-0.1054
O	1.791	25.8842	34.7592	0.0826	0.0965	-0.0132
O	5.9661	31.7281	29.6201	0.0846	0.2822	-0.2162
O	6.0163	3.0385	37.6699	0.0182	0.239	0.293
O	7.438	4.8105	36.4002	-0.1565	0.1837	0.3163
O	9.1276	31.0485	35.8026	0.0447	0.1499	0.1981
O	13.534	2.4868	35.6293	0.0389	-0.1684	0.2589
O	5.8283	8.5204	33.0113	-0.1931	-0.1765	-0.2266
O	4.2276	9.8383	34.6385	-0.0191	-0.0416	0.0526
O	9.0317	5.2813	34.2995	0.0548	-0.1761	0.1402
O	10.2778	6.2233	32.1068	-0.3093	-0.1743	-0.1627
O	4.5082	12.8866	37.4921	0.2866	0.0099	0.1252
O	2.5543	14.0329	32.9697	-0.0201	-0.203	0.1477
O	5.8055	10.8045	36.6371	0.034	-0.0869	0.0197
O	6.9244	10.3357	34.4411	0.1011	-0.1678	-0.1067
O	1.2857	22.6629	31.4173	-0.1183	-0.1191	-0.1356
O	1.9716	18.4196	33.7129	0.0395	-0.0401	0.0409
O	5.1223	14.3365	33.9076	-0.0417	0.1924	0.356
O	13.133	18.1405	35.66	0.0998	-0.1922	0.3498
O	3.1959	20.7419	33.8921	-0.0368	-0.0086	0.2399
O	8.3885	27.1542	37.2156	-0.1304	0.1025	0.0794
O	1.9714	32.7412	37.0539	-0.0617	-0.0306	0.148
O	13.2905	0.1942	37.0605	0.2649	-0.1784	0.3335
O	7.8058	9.8857	39.3613	-0.3275	-0.246	-0.3138
O	11.049	8.0643	37.5745	-0.3003	-0.0283	0.2854
O	12.9307	6.6014	36.4411	-0.1118	0.1046	0.028
O	10.4737	5.6711	36.7323	-0.1149	0.2316	0.4333
O	11.3769	14.1097	36.8344	-0.1867	-0.1925	0.2911
O	11.8807	16.7164	37.3585	-0.0827	-0.2194	-0.233
O	15.9959	13.1285	36.6824	-0.1807	-0.2961	0.1852
O	11.9834	12.6236	34.5352	-0.0837	-0.0067	-0.0729
O	8.2402	18.4905	32.9148	-0.1477	-0.0058	-0.1267
O	1.403	16.6804	35.7666	0.0288	0.1656	0.2958
O	3.8503	26.9334	36.1865	-0.0544	0.1834	0.0851
O	10.9644	26.4626	37.2113	-0.0768	-0.2014	0.0152
O	14.9705	22.5863	35.1154	-0.1064	-0.1926	0.0638
O	11.5549	0.0424	38.9326	-0.1933	0.0979	0.0115
O	8.1652	30.5696	38.2774	0.0781	-0.3744	0.4844
O	2.9782	26.9309	31.5813	0.2786	0.239	-0.1552
O	14.9729	20.4168	36.4857	-0.1321	-0.1719	0.4203
Si	0.0911	32.7391	5.5055	-0.1801	0.0013	-0.002
Si	2.8094	2.7222	5.5258	-0.0554	0.046	-0.0256
Si	0.0548	5.4462	5.599	0.048	0.0269	0.035
Si	2.736	8.2065	5.5095	0.0406	0.0866	-0.0088
Si	16.3358	10.9451	5.4993	-0.0422	-0.1124	-0.0491
Si	2.6515	13.7379	5.4942	0.0802	0.0141	-0.0324
Si	16.3714	16.4321	5.3554	-0.0783	0.0078	-0.044
Si	2.6968	19.1664	5.3528	-0.0125	-0.0154	-0.0521
Si	0.0289	21.8856	5.3126	0.0357	-0.0085	-0.04
Si	2.7685	24.5732	5.3402	0.0061	-0.013	-0.0428
Si	0.0538	27.2996	5.3996	0.033	-0.03	-0.0093
Si	2.7877	30.045	5.3982	0.0677	-0.0125	-0.008
Si	5.4963	0.0139	5.4673	0.1193	-0.0117	-0.0421
Si	8.2019	2.7816	5.5166	0.045	0.0376	-0.0174
Si	5.4769	5.4965	5.5357	-0.0736	0.0083	-0.0172
Si	8.2253	8.2113	5.5129	-0.035	0.0321	-0.0195
Si	5.4615	10.928	5.4637	0.0071	0.0656	-0.0438
Si	8.2023	13.5936	5.4641	-0.0516	-0.0263	0.0135
Si	5.4001	16.4338	5.4714	0.0184	-0.0675	0.0163
Si	8.2064	19.1313	5.3826	-0.0212	-0.0089	-0.0451
Si	5.4822	21.8569	5.3714	0.0285	0.0432	-0.0459
Si	8.1966	24.6021	5.3964	-0.0073	-0.0026	-0.0393
Si	5.4649	27.3221	5.3625	-0.0651	-0.0192	-0.0321
Si	8.2034	30.0715	5.4272	0.0003	0.0288	-0.0319
Si	10.9474	32.7751	5.5395	0.0428	-0.0175	-0.0552
Si	13.7342	2.6991	5.6106	-0.0052	-0.0117	0.0861
Si	10.8842	5.5055	5.5644	-0.0092	-0.0635	0.0873
Si	13.6642	8.2373	5.5478	0.0568	-0.0404	0.014
Si	10.9704	10.9295	5.4714	-0.0259	0.0371	-0.0587
Si	13.6517	13.6653	5.407	-0.0935	-0.0462	-0.0657
Si	10.9568	16.3991	5.4232	0.0554	0.069	-0.0049
Si	13.6764	19.16	5.3594	0.0202	0.0083	-0.0799
Si	10.9724	21.8566	5.3492	-0.0007	0.0262	-0.0739
Si	13.7313	24.5703	5.3306	-0.0384	-0.0015	-0.0481
Si	10.9392	27.3417	5.4487	-0.0156	0.0106	-0.0138
Si	13.7061	30.0855	5.4762	0.0029	0.0927	-0.0328
Si	1.4326	1.332	6.8677	0.0918	-0.0724	-0.0254
Si	4.1334	4.1074	6.9015	0.0043	-0.0031	-0.0186
Si	1.4111	6.8419	6.9155	-0.0044	-0.0808	-0.0078
Si	4.1033	9.5819	6.855	0.0107	-0.0588	-0.0036
Si	1.3159	12.3271	6.8356	0.02	0.0205	0.0005
Si	4.0536	15.0725	6.843	-0.068	0.051	0.0209
Si	1.3423	17.7935	6.7379	0.0235	-0.0148	-0.0156
Si	4.0902	20.5066	6.7325	-0.0165	0.0326	0.0118
Si	1.385	23.2321	6.72	-0.0225	0.0139	-0.0116
Si	4.1107	25.9458	6.7386	0.0507	0.0008	-0.0087
Si	1.4116	28.6773	6.7715	-0.0169	0.0148	0.0056
Si	4.1255	31.4194	6.8031	-0.0188	0.0301	-0.0078
Si	6.8454	1.3765	6.8565	-0.0462	-0.007	0.0032
Si	9.5552	4.1118	6.9203	0.0143	-0.0027	-0.0288
Si	6.8487	6.8573	6.8878	0.0225	-0.026	-0.0202
Si	9.5993	9.5781	6.8607	0.0013	-0.0242	-0.0392
Si	6.8257	12.2774	6.8495	0.0484	-0.0238	-0.004
Si	9.5731	15.0235	6.7825	-0.0245	0.0197	-0.0262
Si	6.8321	17.7872	6.7782	-0.0267	0.0077	-0.0097
Si	9.5893	20.5065	6.7347	0.0084	-0.0193	-0.0029
Si	6.8344	23.2278	6.7554	0.0067	0.0084	0.0182
Si	9.5671	25.9545	6.782	0.0591	-0.0189	0.0092
Si	6.8227	28.6855	6.7654	0.0175	0.0668	-0.0132
Si	9.5596	31.4016	6.851	0.0281	-0.0107	0.0162
Si	12.3227	1.33	6.9083	0.0449	-0.0458	0.0067
Si	15.0776	4.0915	6.9495	-0.0766	0.0214	-0.0239
Si	12.2899	6.8603	6.8964	-0.0823	0.091	-0.0237
Si	15.0184	9.5921	6.9053	-0.0363	0.0627	0.0331
Si	12.3089	12.3222	6.8263	0.0006	0.0145	-0.0099
Si	15.0228	15.0571	6.7568	0.0377	0.0067	-0.0353
Si	12.3266	17.7896	6.7581	-0.0107	-0.0478	0.0168
Si	15.0582	20.529	6.7105	-0.0192	-0.023	0.004
Si	12.3365	23.2324	6.7192	0.009	-0.027	0.0028
Si	15.0636	25.9405	6.7478	0.0091	-0.0018	-0.0133
Si	12.3222	28.698	6.8097	-0.0065	-0.01	0.0119
Si	15.0759	31.4197	6.8609	0.0024	0.0024	0.0184
Si	0.0519	2.6937	8.2521	-0.0306	0.0229	-0.0129
Si	2.7781	32.7609	8.2201	-0.0557	0.0052	0.0172
Si	0.0063	8.2136	8.2396	0.0122	0.0245	-0.0159
Si	2.7633	5.4648	8.2688	0.0157	0.0332	-0.0027
Si	16.3667	13.709	8.1794	-0.002	-0.0337	-0.0025
Si	2.7155	10.9625	8.1902	0.0322	0.029	-0.0149
Si	16.3952	19.162	8.113	-0.0002	-0.0135	-0.0054
Si	2.6925	16.4543	8.1665	0.0459	-0.0353	0.0172
Si	0.0282	24.5864	8.1183	-0.0056	0.0114	0.0108
Si	2.737	21.8738	8.1122	0.0142	-0.0142	0.0041
Si	0.0435	30.0242	8.1788	-0.0461	0.006	0.0135
Si	2.7647	27.3087	8.1403	-0.0001	0.0251	-0.0027
Si	5.4861	2.7218	8.2488	-0.0199	-0.0179	0.001
Si	8.2064	32.7921	8.21	0.0413	0.0267	-0.0043
Si	5.4682	8.2215	8.2346	-0.0049	0.0047	0.0098
Si	8.1906	5.48	8.267	-0.0119	-0.0228	0.0173
Si	5.4491	13.6847	8.1731	0.0187	0.0129	-0.0068
Si	8.2089	10.9349	8.2159	-0.0319	0.0065	0.0124
Si	5.4607	19.1598	8.1283	0.0307	-0.0084	0.0049
Si	8.2007	16.4074	8.1367	-0.0155	-0.015	-0.006
Si	5.4716	24.5928	8.1268	-0.0122	-0.0229	0.0031
Si	8.2208	21.8707	8.1147	0.0212	0.0278	-0.0071
Si	5.4834	30.0483	8.1684	0.0171	0.007	-0.0098
Si	8.1961	27.3243	8.1433	-0.0042	-0.0153	-0.0045
Si	10.9425	2.7202	8.2428	0.0278	0.0381	0.0103
Si	13.7023	32.7696	8.2439	-0.0345	0.0022	0.0129
Si	10.9341	8.2213	8.2576	0.0198	-0.0221	0.0252
Si	13.6683	5.4766	8.2487	0.0288	-0.0326	0.0055
Si	10.9357	13.6873	8.1803	0.0102	-0.0095	0.0035
Si	13.6518	10.9708	8.2337	0.0052	-0.0458	0.0093
Si	10.9464	19.1464	8.1213	-0.0251	-0.0199	-0.0047
Si	13.6744	16.4241	8.1406	-0.0083	0.0143	-0.0027
Si	10.9621	24.5853	8.1161	-0.0129	0.0247	-0.0025
Si	13.6909	21.8736	8.1046	-0.0044	0.0199	-0.0001
Si	10.9472	30.0422	8.197	0.0094	0.0419	0.0029
Si	13.698	27.3056	8.1392	-0.0478	-0.0078	0.0039
Si	1.3903	4.086	9.6137	0.017	-0.0135	0.001
Si	4.1169	1.3399	9.5956	0.0204	-0.0047	-0.0052
Si	1.3716	9.5939	9.5812	-0.01	-0.0244	-0.0003
Si	4.1179	6.8487	9.6131	0.0119	-0.0344	0.0002
Si	1.3477	15.0699	9.534	-0.0095	0.0222	0.0016
Si	4.0901	12.3252	9.5512	-0.006	-0.0062	0.0009
Si	1.3694	20.5143	9.4893	0.009	-0.0038	-0.0062
Si	4.0967	17.8008	9.5113	-0.0228	0.0035	0.008
Si	1.383	25.9522	9.5054	-0.0058	0.0031	-0.0072
Si	4.1032	23.2315	9.4959	-0.0049	0.0201	-0.0001
Si	1.3872	31.3987	9.5669	0.0143	0.0074	-0.0034
Si	4.113	28.6787	9.5304	-0.0008	0.0006	-0.0079
Si	6.8349	4.0955	9.6181	0.0098	0.0064	-0.0013
Si	9.5696	1.3468	9.5911	0.006	-0.0164	-0.0029
Si	6.8403	9.5823	9.592	0.016	-0.0234	0.0017
Si	9.5681	6.8459	9.6142	0.0021	0.0009	-0.005
Si	6.832	15.0543	9.5208	-0.0008	-0.0014	0.0057
Si	9.573	12.323	9.5596	-0.0169	0.006	-0.0086
Si	6.845	20.5162	9.4917	-0.0221	0.0038	0.0065
Si	9.5748	17.7824	9.4954	0.0122	-0.0006	0.0062
Si	6.8333	25.9553	9.5099	0.0093	0.0062	0.0022
Si	9.5874	23.2317	9.4921	0.0107	-0.0207	0.0078
Si	6.8355	31.4141	9.5592	-0.0088	0.0112	-0.0113
Si	9.5634	28.6745	9.5374	0.0261	-0.0003	0.0039
Si	12.3055	4.0951	9.6036	-0.018	0.0029	0.0003
Si	15.0602	1.3411	9.6039	-0.0095	-0.0078	0.0078
Si	12.3017	9.5947	9.6019	-0.0293	0.0231	0.0037
Si	15.0411	6.844	9.6021	-0.0286	0.008	-0.0056
Si	12.3089	15.0655	9.5267	-0.0177	-0.0041	-0.0036
Si	15.0281	12.3409	9.5706	-0.0269	0.0192	0.0044
Si	12.3168	20.5158	9.4848	0.0039	-0.0071	-0.0001
Si	15.0406	17.7959	9.5013	0.0085	-0.0223	-0.0024
Si	12.3158	25.9503	9.504	0.0111	-0.0064	0.0063
Si	15.0517	23.233	9.4899	-0.0049	-0.004	0.0035
Si	12.3091	31.4048	9.5781	0.0238	-0.0069	0.0109
Si	15.0551	28.6668	9.5308	0.0342	-0.0038	-0.001
Si	0.0208	32.7644	10.9485	-0.0166	0.0047	-0.0007
Si	2.7491	2.7069	10.966	-0.0094	0.0047	-0.0005
Si	0.0036	5.4623	10.957	-0.0219	-0.0078	0.0023
Si	2.7317	8.2202	10.9514	0.0066	0.0106	0.0016
Si	16.3984	10.9657	10.9303	0.0195	0.0085	-0.0009
Si	2.722	13.7017	10.9019	0.0184	-0.008	0.0028
Si	16.3928	16.4374	10.8939	0.0105	-0.0144	-0.0041
Si	2.7333	19.1616	10.8766	0.029	-0.0012	-0.0016
Si	0.0091	21.874	10.8689	-0.0116	-0.0019	-0.0038
Si	2.745	24.5924	10.8794	0.0029	-0.0055	-0.002
Si	0.0191	27.3051	10.8967	-0.0212	0.0076	0.0067
Si	2.7513	30.0312	10.9255	-0.0193	0.0091	0.0029
Si	5.4783	32.7712	10.9497	-0.0044	0.0126	0.0057
Si	8.2056	2.7154	10.9628	0.0046	0.0116	0.0051
Si	5.4698	5.4672	10.9749	-0.0053	0.0023	0.0058
Si	8.1972	8.2137	10.9656	-0.0095	-0.0173	0.0029
Si	5.4577	10.961	10.9278	0.007	0.0084	0.0005
Si	8.1948	13.6961	10.9047	0.0035	0.0016	0.0063
Si	5.4649	16.4282	10.8797	0.006	-0.0129	0.0028
Si	8.2091	19.149	10.8673	-0.0071	-0.017	-0.0031
Si	5.4782	21.8762	10.8671	0.0173	0.0005	-0.0034
Si	8.2151	24.5932	10.8684	0.003	0.0101	-0.0067
Si	5.4767	27.3155	10.8987	-0.0006	0.0108	-0.0041
Si	8.2053	30.0441	10.9177	0.0066	0.0219	-0.0055
Si	10.9406	32.7782	10.9443	0.0052	0.0231	0.0075
Si	13.6782	2.7183	10.9556	0.0108	0.0292	0.0073
Si	10.9357	5.4649	10.9651	0.0121	-0.0053	0.0074
Si	13.6702	8.2175	10.9554	0.0199	0.0052	0.0088
Si	10.9281	10.9635	10.9457	0.0124	-0.0208	0.0007
Si	13.6596	13.7069	10.9204	0.0171	-0.0167	-0.0035
Si	10.9354	16.4296	10.8849	-0.003	-0.0007	0.0018
Si	13.673	19.1565	10.8701	-0.0195	-0.0052	-0.0048
Si	10.9517	21.8711	10.8681	-0.0062	0.0025	0.0013
Si	13.6849	24.5895	10.8741	-0.0056	0.0091	0.0014
Si	10.945	27.3081	10.888	-0.0206	-0.0015	0
Si	13.6871	30.0294	10.9165	-0.0369	0.0066	0.0029
Si	1.3715	1.3387	12.3198	0.0032	0.0059	0.0026
Si	4.1011	4.0897	12.3267	0.0054	-0.0002	0.0032
Si	1.3641	6.8447	12.3132	0.0035	-0.0059	-0.0063
Si	4.0987	9.5935	12.3047	0.0002	-0.0161	-0.0029
Si	1.3693	12.3331	12.2831	-0.0078	-0.0021	-0.0021
Si	4.1029	15.0636	12.2584	0.0014	0.006	0.0016
Si	1.3725	17.7941	12.2493	-0.0056	-0.0123	0.0002
Si	4.1107	20.5169	12.2411	-0.0145	-0.0009	0.0017
Si	1.3739	23.2331	12.2472	0.0059	0.0076	-0.0025
Si	4.1035	25.9542	12.2631	0.0022	0.0062	-0.0022
Si	1.3717	28.6701	12.285	0.0051	0.0018	-0.0027
Si	4.1024	31.4036	12.3063	0.0054	0.0017	-0.0044
Si	6.8343	1.3418	12.3187	0.0048	-0.0102	-0.0033
Si	9.568	4.0905	12.3247	-0.0009	-0.003	-0.0023
Si	6.8359	6.8396	12.328	0.0097	-0.0098	0.0077
Si	9.5678	9.59	12.3107	-0.012	0.013	0.0039
Si	6.8303	12.3325	12.281	-0.0078	-0.0044	0.0008
Si	9.57	15.065	12.2606	-0.0075	-0.0101	-0.0032
Si	6.8422	17.7879	12.2452	-0.0029	0.0064	-0.003
Si	9.5811	20.5103	12.2413	0.0074	0.0024	-0.0022
Si	6.8456	23.2361	12.2421	-0.0051	0.0003	-0.0022
Si	9.5728	25.9514	12.2564	0.0134	-0.0038	0.0016
Si	6.8333	28.6804	12.2817	0.0109	0.0021	-0.0027
Si	9.5636	31.4105	12.2984	0.0126	0.0012	0.0006
Si	12.3007	1.3484	12.3136	-0.0013	-0.0109	0.001
Si	15.0352	4.0954	12.3218	-0.0071	-0.0034	0.0028
Si	12.3046	6.8427	12.3178	-0.008	-0.0063	-0.0019
Si	15.0401	9.5933	12.3034	-0.0134	-0.0098	-0.0009
Si	12.3032	12.3342	12.2912	-0.0183	0.0072	0.0048
Si	15.0372	15.0709	12.2707	-0.0185	0.013	0.0061
Si	12.3076	17.7955	12.2473	-0.0021	-0.0046	-0.0021
Si	15.0435	20.5149	12.2421	0.01	-0.0033	-0.0034
Si	12.3155	23.2311	12.2482	0.0027	-0.0025	-0.0036
Si	15.0438	25.948	12.261	0.0049	-0.0074	-0.0035
Si	12.3037	28.6714	12.2724	0.0226	0.0041	0.0004
Si	15.038	31.4014	12.2992	0.0103	0.0003	0.0008
Si	16.3988	2.7153	13.6772	-0.0012	0.0068	-0.0008
Si	2.7352	32.771	13.6795	-0.0028	0.0045	-0.0008
Si	16.3994	8.221	13.673	-0.0088	0.0013	0.0047
Si	2.7241	5.4657	13.6744	-0.0031	0.0015	-0.0023
Si	0	13.701	13.6382	0.0094	-0.0077	-0.0036
Si	2.7276	10.9646	13.6604	0.0081	0.0072	0.0071
Si	0.007	19.1546	13.6141	0.0042	-0.0061	-0.0066
Si	2.7354	16.4275	13.6214	0.0078	0.0002	-0.0008
Si	0.0097	24.5873	13.6304	-0.011	0.0006	0.0032
Si	2.745	21.8742	13.6139	0.0129	-0.0026	-0.0002
Si	0.0028	30.0345	13.6613	-0.0101	0.0156	0.0031
Si	2.7382	27.3063	13.6525	0.0033	0.0039	0.0046
Si	5.4656	2.7135	13.683	-0.0022	0.0113	-0.0009
Si	8.1986	32.7744	13.6787	-0.0071	0.019	0.0019
Si	5.4599	8.2182	13.6687	-0.0021	-0.003	-0.0018
Si	8.1999	5.4623	13.6861	0.0091	-0.0027	0.0053
Si	5.4613	13.6999	13.6425	0.0062	-0.0039	0.006
Si	8.1926	10.965	13.6529	0.0036	-0.0148	-0.0044
Si	5.4749	19.1517	13.612	0.0095	-0.0126	-0.002
Si	8.2035	16.4279	13.629	0.011	-0.0075	-0.0007
Si	5.4791	24.5931	13.6226	0.0057	-0.0016	-0.0027
Si	8.2145	21.8749	13.6126	-0.0079	-0.0007	-0.006
Si	5.4683	30.0363	13.6696	-0.0067	0.0127	0.0022
Si	8.2069	27.3128	13.6375	-0.0073	0.0128	-0.0011
Si	10.9312	2.7173	13.6867	-0.0017	0.0227	0.0046
Si	13.6666	32.7737	13.6673	-0.0019	0.0114	-0.0001
Si	10.9339	8.2163	13.6724	0.0136	-0.0049	-0.0022
Si	13.6676	5.4722	13.685	0.0012	-0.0018	0.0074
Si	10.9315	13.7042	13.6392	0.0035	-0.0063	-0.0036
Si	13.6677	10.9624	13.6573	0.0102	0.0025	0.0009
Si	10.9457	19.1535	13.6244	0.002	-0.0096	0.0026
Si	13.6704	16.4373	13.6262	-0.0039	-0.0103	-0.0033
Si	10.946	24.5913	13.6222	-0.0125	0.0049	-0.0011
Si	13.6843	21.8733	13.6237	-0.0129	-0.0056	0.0032
Si	10.9365	30.0373	13.6492	-0.0093	0.015	-0.0012
Si	13.6747	27.3096	13.6368	-0.0153	0.006	0.0002
Si	1.3531	4.0983	15.0387	-0.0054	-0.0123	0.0038
Si	4.0914	1.3467	15.0441	0.01	-0.0008	-0.0034
Si	1.363	9.5959	15.0327	0.0036	-0.0126	0
Si	4.091	6.8437	15.0252	-0.0047	-0.0083	0.0015
Si	1.3754	15.0615	14.997	-0.0068	-0.0036	0.0025
Si	4.0967	12.3344	15.0202	-0.0012	-0.0119	0.001
Si	1.3795	20.51	14.9796	-0.0066	-0.0017	-0.0039
Si	4.107	17.7896	14.983	0.0052	-0.0082	0.002
Si	1.3654	25.9435	15.0185	-0.0027	-0.0078	0.0003
Si	4.1098	23.2319	14.9882	0.0042	0.0167	-0.0031
Si	1.3578	31.4053	15.0388	0.0031	0.0065	-0.0048
Si	4.0955	28.6702	15.0348	-0.0048	0.0036	-0.0072
Si	6.8274	4.0891	15.0442	-0.0081	-0.0069	0.0015
Si	9.5549	1.3461	15.0488	0.005	-0.0175	-0.0006
Si	6.8275	9.5962	15.0179	0.0048	0.0054	0.0076
Si	9.5647	6.847	15.0359	-0.0024	-0.0104	0.0006
Si	6.837	15.0638	15.0047	-0.005	0.0029	0.001
Si	9.5674	12.3342	15.0034	-0.005	0.0109	0.0032
Si	6.8445	20.5138	14.9796	0.0023	-0.0011	-0.0067
Si	9.5797	17.7877	14.9965	-0.016	-0.0045	-0.0039
Si	6.8364	25.9528	15.006	0.0087	0.0089	-0.0076
Si	9.5785	23.2336	14.9932	0.0121	-0.0074	-0.0047
Si	6.8257	31.4083	15.044	0.0091	-0.0012	-0.0004
Si	9.5665	28.6753	15.0163	0.0113	0.0091	-0.006
Si	12.2912	4.1033	15.046	0.0079	-0.0001	-0.0041
Si	15.024	1.3458	15.0358	-0.0087	-0.0003	-0.0061
Si	12.3038	9.5916	15.0258	-0.0157	-0.0131	0.0042
Si	15.0309	6.8558	15.0445	0.0105	0.0059	-0.0004
Si	12.3086	15.0694	14.992	-0.0022	0.0058	-0.0015
Si	15.0418	12.3326	15.0086	-0.0034	-0.0002	0.0038
Si	12.3229	20.5092	14.9971	-0.0044	0.0085	-0.0012
Si	15.0497	17.7923	14.9872	-0.006	0.0076	0.0021
Si	12.3057	25.9503	15.0042	0.0095	-0.0079	-0.0036
Si	15.052	23.2266	15.0059	0.0106	0.0115	0.0035
Si	12.2896	31.4068	15.0275	-0.001	-0.0042	-0.0064
Si	15.028	28.6725	15.0224	0.0008	-0.0062	-0.0029

Results
total energy: -236497.170 eV
total energy less fixed offsets of O -438.35, Si -107.03 eV per atom: 10.530 eV
